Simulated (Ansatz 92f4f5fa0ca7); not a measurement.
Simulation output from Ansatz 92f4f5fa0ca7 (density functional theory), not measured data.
Periodic cell of 288 atoms, Si194O94, from a study of silicon, its oxide and their interface. The atomic structure is a simulated model.
Doubt: the cutoff is far below the 930 eV that the study's wrapper takes by default for these files, so forces and energies are approximate.
This geometry differs little from another in the collection (a relaxation step or a small displacement).

Settings: functional PBE; potential files Ansatz PAW; basis plane waves; wave-function cutoff 580 eV; density cutoff ratio 5; exchange-correlation grid ratio 1; k mesh 1 x 1 x 1, Gamma-centred; self-consistency stop 5e-08 eV per atom in the density residual; occupations fixed; spin none; net charge 0.

Cell vectors (angstrom)
a	11.6015	0	0
b	0	10.938	0
c	0	0	41.3993

Atoms and the computed forces on them: element, x, y, z (angstrom), force x, y, z (eV/angstrom)
Si	0	0	0.9665	-0.0099	0.0605	0.0064
Si	3.8672	0	0.9665	-0.0095	0.0197	-0.0127
Si	7.7343	0	0.9665	0.0067	0.0582	0.0323
Si	1.9336	1.3673	0.9665	-0.0023	0.0395	-0.0074
Si	5.8008	1.3673	0.9665	-0.0031	-0.1888	0.0204
Si	9.6679	1.3673	0.9665	0.014	-0.103	-0.0153
Si	0	5.469	0.9665	0.0017	0.1437	0.0217
Si	3.8672	5.469	0.9665	0.0049	0.03	0.0001
Si	7.7343	5.469	0.9665	0.0052	-0.0585	-0.0439
Si	1.9336	6.8362	0.9665	0.0227	-0.0377	0.0142
Si	5.8008	6.8362	0.9665	0.0038	-0.0923	0.0073
Si	9.6679	6.8362	0.9665	-0.0334	-0.0055	-0.0273
Si	1.9336	2.7345	40.4322	-0.016	-0.0541	0.0378
Si	5.8008	2.7345	40.4322	0.0461	0.1351	0.007
Si	9.6679	2.7345	40.4322	-0.0114	0.1656	-0.0651
Si	0	4.1018	40.4322	-0.0142	-0.0842	0.031
Si	3.8672	4.1018	40.4322	-0.0039	-0.0181	0.015
Si	7.7343	4.1018	40.4322	-0.0141	0.0295	0.001
Si	1.9336	8.2035	40.4322	-0.0555	0.0243	-0.005
Si	5.8008	8.2035	40.4322	0	0.0659	0.0018
Si	9.6679	8.2035	40.4322	0.0037	0.0416	-0.0162
Si	0	9.5708	40.4322	0.0141	-0.0503	0.0064
Si	3.8672	9.5708	40.4322	-0.0002	-0.0752	-0.0346
Si	7.7343	9.5708	40.4322	-0.0239	-0.0323	0.0007
Si	0	0	4.8337	0.0664	0.1937	-0.0774
Si	3.8672	0	4.8337	0.1753	0.1928	-0.4257
Si	7.7343	0	4.8337	-0.0796	0.2044	0.1871
Si	1.9336	1.3673	4.8337	-0.0292	-0.0324	-0.3866
Si	5.8008	1.3673	4.8337	-0.1925	-0.0793	0.8803
Si	9.6679	1.3673	4.8337	0.1358	-0.4286	-0.2463
Si	0	5.469	4.8337	-0.1759	-0.0423	0.8968
Si	3.8672	5.469	4.8337	0.0825	0.2365	-0.2106
Si	7.7343	5.469	4.8337	-0.0392	-0.0821	-0.5745
Si	1.9336	6.8362	4.8337	-0.0488	-0.1553	0.0478
Si	5.8008	6.8362	4.8337	0.0218	-0.1454	0.1668
Si	9.6679	6.8362	4.8337	0.1433	-0.1333	-0.4294
Si	1.9336	2.7345	2.9001	0.0451	-0.0763	-0.0258
Si	5.8008	2.7345	2.9001	0.0135	0.3193	0.1626
Si	9.6679	2.7345	2.9001	-0.0423	0.0971	0.0255
Si	0	4.1018	2.9001	0.0122	-0.2506	0.1048
Si	3.8672	4.1018	2.9001	-0.0312	-0.0266	-0.0236
Si	7.7343	4.1018	2.9001	0.0221	0.1787	-0.1373
Si	1.9336	8.2035	2.9001	-0.0468	0.034	-0.0495
Si	5.8008	8.2035	2.9001	0.0253	0.0952	0.0066
Si	9.6679	8.2035	2.9001	-0.0109	-0.059	-0.0895
Si	0	9.5708	2.9001	0.0344	-0.091	0.0597
Si	3.8672	9.5708	2.9001	0.0053	0.0103	-0.0219
Si	7.7343	9.5708	2.9001	-0.036	-0.0899	0.0076
Si	4.8261	3.4292	29.7525	0.1066	-0.0359	-0.0029
Si	7.156	-4.0317	27.6751	0.0456	-0.0069	0.0296
Si	5.7165	-4.2731	20.6048	-0.0309	-0.0017	-0.0114
Si	-2.185	6.4513	30.9015	0.0782	-0.0275	-0.0372
Si	10.4881	4.0632	31.0971	-0.0841	0.1107	-0.05
Si	4.3728	-0.1658	25.9202	0.0271	0.0397	-0.0018
Si	0.1918	6.0341	21.0043	0.0239	0.0294	-0.0436
Si	7.356	0.821	31.5136	-0.0745	0.0754	-0.0818
Si	5.9774	4.6996	31.3952	0.0105	-0.0915	0.0562
Si	-3.6927	8.1734	17.4842	0.0131	0.0506	-0.0578
Si	1.9707	7.9403	32.5678	-0.0032	-0.0044	0.0168
Si	4.9954	1.4428	30.9202	0.0325	-0.0339	-0.0144
Si	1.578	2.3032	32.921	-0.0857	-0.0521	0.1157
Si	9.1024	2.4737	32.1896	-0.0652	-0.1397	0.0894
Si	7.4009	3.8037	33.0475	-0.0091	0.0806	0.0409
Si	4.0264	4.9032	32.6262	0.0003	0.0099	0.0065
Si	1.1527	7.6782	27.6084	0.0204	0.0109	0.0226
Si	3.8578	2.5784	32.7382	0.0902	0.0358	-0.1015
Si	6.0129	8.2056	32.4838	-0.0133	0.0446	0.0359
Si	3.196	10.8536	30.5891	0.0225	0.0187	0.0635
Si	13.7344	5.7076	31.5357	-0.0645	-0.0268	-0.0137
Si	5.024	13.3685	24.5816	-0.0345	-0.0691	0.0855
Si	1.0406	11.7024	31.2818	0.0153	0.022	-0.0765
Si	3.8497	9.3323	32.3829	0.0511	0.0151	-0.0263
Si	-0.0235	-0.1319	34.5862	0.033	-0.1166	0.038
Si	3.696	-0.3333	34.5177	0.0376	-0.0113	-0.042
Si	8.1036	-0.0684	34.6387	-0.071	-0.0696	0.0922
Si	1.8746	1.1129	34.8629	-0.0348	0.0151	-0.0404
Si	4.8016	1.6655	34.6774	0.1225	-0.0611	0.0135
Si	9.8574	1.4204	34.3747	-0.1347	0.2147	-0.1317
Si	0.054	5.5414	34.7011	-0.0049	0.0333	0.0239
Si	3.9436	5.6877	34.7914	-0.0115	0.0005	0.0208
Si	7.7742	5.5138	34.6283	0.0029	0.0451	-0.0197
Si	1.9557	6.937	34.7201	0.0021	-0.0372	-0.0024
Si	5.904	6.9696	34.5845	0.0125	0.0296	0.0222
Si	9.7204	6.9108	34.5366	-0.0191	0.0104	0.0048
Si	1.9294	2.7314	36.586	-0.0059	-0.0102	0.0584
Si	5.7192	2.7762	36.5883	-0.005	0.0185	-0.0005
Si	9.6635	2.6928	36.4567	0.0151	-0.0011	-0.0383
Si	-0.0256	4.084	36.5679	-0.0191	-0.0186	-0.0341
Si	3.8384	4.1505	36.5881	0.0445	-0.0105	0.0056
Si	7.7275	4.0953	36.5312	-0.0101	-0.0288	-0.0193
Si	1.9016	8.2587	36.6349	-0.0115	0.0155	-0.0352
Si	5.8462	8.2462	36.5635	0.0286	0.0089	-0.0002
Si	9.6388	8.1689	36.5595	-0.0028	-0.0221	0.0388
Si	-0.0718	9.5483	36.5865	-0.0242	0.0164	-0.0168
Si	3.8725	9.5195	36.5918	-0.0089	-0.0258	-0.0086
Si	7.7684	9.601	36.5953	0.0312	-0.0202	0.012
Si	0	0	38.4987	-0.1287	0.1226	-0.0603
Si	3.8672	0	38.4987	0.0457	0.159	-0.1843
Si	7.7343	0	38.4987	0.1496	0.2647	0.2222
Si	1.9336	1.3673	38.4987	0.0317	0.0611	0.1917
Si	5.8008	1.3673	38.4987	-0.08	-0.0797	-0.0556
Si	9.6679	1.3673	38.4987	0.011	0.0197	-0.3729
Si	0	5.469	38.4987	0.0206	-0.0267	0.0551
Si	3.8672	5.469	38.4987	-0.1798	0.3306	0.2361
Si	7.7343	5.469	38.4987	-0.0215	-0.2609	0.0117
Si	1.9336	6.8362	38.4987	-0.0766	-0.1349	0.1983
Si	5.8008	6.8362	38.4987	0.1457	-0.0223	-0.2152
Si	9.6679	6.8362	38.4987	-0.0628	-0.2301	-0.0793
Si	1.9319	2.7922	6.6751	0.0186	-0.0113	-0.0071
Si	5.7385	2.7788	6.9887	-0.0121	0.0015	-0.0299
Si	9.6458	2.5873	6.8046	0.003	-0.0354	-0.0104
Si	-0.055	4.004	6.9331	-0.003	0.0334	-0.0087
Si	3.8413	4.1723	6.7683	-0.0263	0.0032	0.0047
Si	7.7386	3.927	6.5733	-0.0125	0.0154	0.0077
Si	1.9544	8.2303	6.7355	-0.0014	0.0078	0.0102
Si	5.8342	8.1869	6.7895	-0.0159	0.0009	0.0282
Si	9.7064	8.2965	6.6277	-0.0174	-0.0072	0.0027
Si	0.0345	9.613	6.7757	-0.0089	0.0147	0.0091
Si	3.9065	9.5297	6.6685	-0.0211	0.0176	-0.0014
Si	7.744	9.5699	6.7739	0.0022	0.0006	0.0014
Si	0.0518	0.0537	8.7106	0.0174	0.0209	-0.0113
Si	3.7619	-0.1538	8.6181	0.0306	-0.0339	0.0118
Si	7.8967	-0.4998	8.9917	0.0134	-0.0489	0.0223
Si	1.9938	1.3899	8.5023	-0.0639	0.0133	0.0228
Si	5.7719	2.7259	9.5998	-0.0031	-0.0036	-0.0036
Si	9.5728	1.2583	8.8118	-0.015	0.0319	0.0284
Si	-0.0329	4.1963	9.4457	0.0063	-0.0143	-0.0406
Si	3.8477	5.5221	8.7122	-0.0422	0.0082	0.0267
Si	7.8732	5.4178	8.2763	0.0356	0.0211	0.0145
Si	2.1667	7.2117	8.8532	0.0441	-0.0484	-0.0271
Si	5.9168	6.7038	8.6484	0.0548	-0.0201	-0.0139
Si	9.6307	6.9819	8.5095	0.0344	0.0277	-0.011
Si	2.3892	-1.938	15.1897	0.005	0.0116	-0.0004
Si	7.5724	4.2982	10.2959	-0.0552	0.0475	-0.0094
Si	6.0802	1.3666	15.0151	-0.0095	-0.0143	-0.041
Si	1.351	1.0482	12.0548	0.074	0.0069	0.0169
Si	1.7578	2.7807	10.3596	-0.0239	-0.0064	0.0291
Si	3.7186	5.0909	12.5465	0.075	-0.0639	-0.1064
Si	3.8343	3.9272	10.4605	-0.0341	0.0036	-0.002
Si	2.8422	9.1475	10.0736	-0.0371	0.0189	0.0302
Si	9.6231	3.1058	10.3536	0.0213	-0.0295	0.1563
Si	2.9142	6.7769	22.0444	0.0063	0.0061	0.0327
Si	6.5497	6.8971	15.2078	0.0185	-0.0022	-0.0109
Si	12.7396	9.6321	17.6626	-0.0057	-0.0107	-0.0184
Si	-4.5611	-4.2076	10.7827	0.0269	-0.0675	-0.084
Si	7.2576	-1.2545	26.252	0.0098	-0.0078	0.0143
Si	9.4133	1.4458	18.6703	0.0184	-0.0588	-0.0955
Si	-0.9073	2.5505	13.3262	-0.0325	-0.0629	-0.0705
Si	5.6165	-3.3253	12.4116	-0.0252	0.0381	0.0881
Si	5.7846	0.2826	9.8347	-0.0055	0.0012	-0.0277
Si	1.0713	4.8524	14.1501	0.0177	-0.0138	0.0405
Si	2.4983	7.1698	17.3791	-0.0452	0.0463	0.0005
Si	11.6451	6.5323	9.6747	0.0367	-0.0144	-0.0038
Si	0.7434	10.0303	10.7758	0.044	0.0028	0.014
Si	10.8485	8.2064	11.2239	0.072	0.0297	0.1464
Si	8.7094	8.4056	10.1611	-0.1141	-0.0171	-0.031
O	10.608	6.9467	20.3379	-0.0179	-0.0057	0.0085
O	8.901	4.688	22.5534	-0.014	-0.0226	0.0317
O	23.8442	11.9513	23.1114	-0.0123	0.0023	-0.0266
O	2.7254	16.5229	23.1542	0.0005	0.0154	-0.0057
O	6.2349	18.829	13.9443	-0.0298	-0.0074	-0.0546
O	21.5416	-0.561	23.2306	0.019	-0.0043	-0.0282
O	15.1728	20.503	14.2687	-0.0136	-0.0344	0.0588
O	-1.2237	-2.8483	15.4085	0.0315	-0.0381	0.0171
O	11.393	27.5228	22.5424	-0.0187	0.0116	0.0094
O	-0.6974	3.0578	22.3618	-0.0389	-0.0019	-0.0101
O	2.6978	7.5055	15.7838	0.0219	-0.0249	-0.0246
O	-11.028	3.6203	17.6609	-0.0296	-0.0136	0.0192
O	-5.0179	18.038	29.2021	0.0214	0.0039	0.1216
O	-6.0708	14.4066	28.2403	-0.0516	0.0318	0.0556
O	4.1032	3.4026	23.6676	0.0003	0.012	-0.0171
O	-29.5192	4.1279	16.3254	0.0095	0.0021	-0.0089
O	3.8557	-6.1486	26.661	-0.0124	0.0192	-0.0067
O	-7.2595	-11.1812	22.3815	0.0152	0.0009	-0.0207
O	-10.0984	9.1087	28.3053	-0.0279	-0.0327	-0.0595
O	-8.5163	8.2538	22.7248	-0.0046	-0.0076	-0.0159
O	1.6264	3.5237	24.5791	-0.028	-0.0148	-0.0223
O	-0.9023	26.2111	24.7241	-0.019	0.0171	-0.0529
O	-7.8742	-0.575	27.3459	0.0204	-0.0186	-0.071
O	6.7647	-5.5169	14.5454	0.0117	0.0105	0.0225
Si	2.6219	-6.9683	23.3757	0.0115	-0.0193	0.0214
Si	9.3775	17.1443	19.5066	0.0786	0.0412	-0.0941
Si	-1.741	10.2089	27.6201	-0.0003	-0.0697	-0.0069
Si	-9.1082	4.1886	29.682	0.0524	0.0014	0.0224
Si	0.1687	21.993	20.0563	0.0394	-0.0342	0.0083
Si	-11.7873	8.7676	25.2142	-0.0391	0.0089	0.006
Si	12.2746	2.2487	22.0242	0.0454	-0.0208	0.0425
Si	-14.1098	20.0035	23.7502	0.0104	0.0123	0.0771
Si	-1.668	-3.5571	28.8002	0.0104	-0.0102	0.1081
Si	-11.6455	10.484	22.9259	-0.0327	0.015	0.03
Si	6.6887	2.3255	19.774	-0.0313	-0.0059	-0.0321
Si	-13.4115	-2.7146	32.4944	-0.0231	-0.0027	-0.0011
Si	-14.1142	12.02	15.4935	-0.0179	-0.0766	-0.059
Si	-12.1092	15.0093	18.7894	0.0368	0.0487	-0.0753
Si	-9.149	21.387	28.3533	0.0141	-0.0061	0.1261
Si	0.3967	3.7966	25.6029	0.043	-0.0131	0.0766
Si	2.4775	-5.8136	27.514	0.0034	-0.0323	0.0488
Si	4.7923	9.6023	11.3537	0.0391	-0.0162	-0.0322
Si	0.166	12.5863	27.8506	0.0216	0.0539	0.0519
Si	-6.1667	4.3406	26.8618	-0.037	-0.0262	0.0528
Si	-5.8726	33.4702	22.2018	-0.0126	-0.0031	0.0553
Si	0.1829	-1.3277	32.4991	-0.0055	-0.0118	0.0086
Si	-11.744	29.5887	14.2535	-0.0503	0.0617	0.0121
Si	-9.6005	15.0278	17.0238	0.0475	0.0107	0.0321
Si	-15.3465	-1.2616	32.63	-0.0612	-0.0539	0.01
Si	-1.5094	9.5107	16.1267	0.0128	0.0358	-0.0503
Si	-15.1129	15.8608	21.1211	-0.012	0.0174	-0.0095
Si	-5.8691	4.1872	14.7545	-0.0012	-0.0214	-0.001
Si	-6.2919	7.3802	17.8421	-0.0262	0.0717	-0.0236
Si	-16.2255	17.6315	30.7901	-0.0642	0.0518	-0.1442
Si	-19.0221	-1.6243	23.295	0.0091	0.0081	0.0341
Si	-4.79	12.5316	33.7013	0.0879	0.078	0.033
Si	-22.6731	-8.1623	29.8476	0.0208	-0.0508	0.0796
Si	-4.8162	19.8317	22.1565	-0.0081	0.0215	0.0636
Si	0.5217	15.3279	32.7223	0.0331	0.039	0.01
Si	-19.1879	-0.2138	13.2009	0.051	-0.0234	-0.1076
Si	4.7992	2.8625	17.2387	-0.0162	-0.0149	-0.0625
Si	10.4349	4.4379	23.0903	0.0328	-0.0311	0.0437
O	1.837	15.065	15.4004	-0.0398	0.0042	-0.0265
O	8.2865	21.3648	27.2733	0.0022	-0.0112	-0.0336
O	-18.7598	-6.6258	13.7819	0.0173	-0.0059	0.0547
O	-5.871	1.5743	20.8645	-0.0005	0.0056	-0.0228
O	-6.473	12.4573	16.3477	0.0066	0.0044	0.0301
O	6.7771	-2.7124	26.8005	0.0002	-0.0147	-0.0076
O	-2.7969	28.6515	27.7354	-0.0258	0.0033	-0.0629
O	10.1153	35.6473	19.1533	-0.0088	0.0169	0.0473
O	10.1584	-2.9173	24.4489	0.0154	0.0164	-0.001
O	-1.6995	9.0393	28.7731	-0.0045	0.0039	-0.0124
O	-4.6536	32.3917	22.0162	-0.0034	-0.018	-0.0147
O	6.4598	16.5509	26.9586	-0.005	-0.0038	-0.019
O	0.1509	-0.8868	21.3553	-0.006	0.0076	-0.0175
O	13.7183	5.123	12.9213	-0.0614	0.009	-0.0079
O	-7.8277	-12.1412	24.8104	-0.0043	-0.0097	-0.03
O	-10.9298	9.5355	24.0497	0.0021	-0.0191	-0.003
O	-11.3062	15.5912	20.1033	0.0049	-0.0126	0.0267
O	5.9796	-0.2922	26.0813	0.0298	-0.0155	-0.0251
O	-1.3206	11.1817	19.378	-0.0237	0.022	0.0092
O	19.5888	31.4405	24.8148	-0.0151	-0.0151	-0.0062
O	-5.6345	1.581	23.5408	0.0109	0.0041	-0.0387
O	-21.6589	22.6203	27.7424	-0.0383	0.0331	-0.0102
O	5.3256	-4.1156	16.3027	0.0101	0.0105	-0.0099
O	8.814	31.3342	17.1397	0.0042	-0.0188	0.0281
O	-7.4952	-9.5504	25.4691	-0.0145	-0.0032	-0.0463
O	-10.389	8.0096	17.9465	0.0112	-0.012	0.0134
O	-5.3854	8.2209	20.7841	0.0179	-0.0192	-0.0194
O	-11.8955	9.9997	17.0497	-0.0115	-0.0074	0.0162
O	-26.5403	19.2537	22.5539	-0.0242	0.0185	-0.0287
O	-17.5586	2.8442	18.625	0.0395	0.0065	0.0636
O	-38.8869	3.53	20.4842	-0.0202	-0.0208	0.0278
O	-1.986	2.2683	14.5168	0.0263	0.0381	-0.0078
O	-17.4372	17.2401	19.0005	0.0049	-0.0065	0.0284
O	6.7256	38.5699	21.4928	-0.0022	-0.0111	0.0205
O	11.4318	14.906	13.6001	0.0064	0.0448	0.0041
O	0.4257	-4.6846	14.6452	0.0008	-0.0494	0.0098
O	-20.8523	38.3934	17.6083	0.0085	0.0021	-0.009
O	-11.654	2.4555	26.4271	-0.0035	-0.0345	-0.0331
O	12.9003	21.4376	19.0156	-0.0106	0.0014	0.0218
O	-16.8239	8.627	17.8645	-0.0097	-0.0499	0.0251
O	9.8996	2.598	11.9132	-0.004	0.0463	-0.1052
O	-15.3572	12.2918	19.1343	-0.0003	0.0052	0.0393
O	-20.4243	11.7669	12.8898	-0.068	0.0001	-0.0724
O	15.8101	6.43	21.1337	0.0142	-0.0057	-0.0161
O	21.6801	5.2791	18.3215	0.0027	-0.0066	0.0383
O	-10.9379	-9.3404	20.5329	-0.0061	0.0231	0.0055
O	13.2076	-4.1135	21.0663	-0.0164	-0.0147	-0.005
O	-0.1376	6.9854	28.3459	-0.0214	-0.0128	-0.0033
O	1.037	19.7962	14.2734	0.0034	-0.0037	-0.0159
O	-4.0945	11.6448	15.3841	-0.0083	0.0087	0.0214
O	-24.9645	21.591	15.002	-0.0065	0.0213	0.0506
O	5.2854	11.4856	13.8756	0.0164	0.0221	0.0471
O	-2.136	12.3734	17.0377	-0.0003	0.0194	0.0431
O	-17.3266	3.3886	25.603	0.0205	0.0333	-0.0219
O	-20.0175	3.0486	17.4715	-0.0145	0.0015	0.0124
O	-9.3676	9.996	16.4952	-0.0103	-0.0028	-0.0077
O	0.2385	12.3227	13.2326	-0.0178	0.0131	0.0055
O	-14.675	7.3558	18.739	0.0148	-0.0289	0.0471
O	-18.9384	17.5833	12.5253	0.0568	0.0741	0.0021
O	-12.4602	-1.1473	26.3053	0.0015	0.003	-0.0229
O	-19.4223	-3.1487	18.1919	0.053	-0.0159	0.0016
O	0.8237	18.7284	26.0057	0.01	-0.0004	0.0033
O	-16.7157	-8.1261	14.3683	0.0048	0.0048	0.0313
O	-1.1374	0.683	28.1422	0.0275	0.0258	-0.0006
O	-0.864	-3.2294	12.8041	0.0318	0.0376	-0.0771
O	12.6702	15.7606	26.6942	0.0123	0.0182	-0.0213
O	-9.1248	-4.1868	27.759	-0.004	-0.0179	-0.0155
O	-15.3503	-3.649	16.096	-0.0133	-0.0068	0.0078
O	-5.9459	-2.357	23.3156	0.0225	-0.0143	-0.0317
O	13.6067	3.1904	22.0752	-0.0103	-0.0097	-0.0115

Results
free energy: -176780.116 eV
free energy less fixed offsets of O -568.88, Si -635.61 eV per atom: 2.944 eV

The program warned: the cutoff lies below the one the program advises for these potential files; the forces do not sum to zero within the program's tolerance; the exchange-correlation potential is rough where the density is thin.
